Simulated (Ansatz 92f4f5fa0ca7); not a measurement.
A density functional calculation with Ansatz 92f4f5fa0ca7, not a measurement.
Periodic cell of 254 atoms, Si144O106N4, from a study of silicon, its oxide and their interface. The atomic structure is a simulated model.

Settings
functional: r2SCAN
potential files: Ansatz norm-conserving
basis: plane waves
wave-function cutoff: 1300 eV
density cutoff ratio: 4
exchange-correlation grid ratio: 1
k mesh: 2 x 2 x 1, shifted by 0.5 0.5 0.5 of a step
self-consistency stop: 5e-08 eV per atom in the density residual
occupations: Fermi-Dirac, 0.05 eV
spin: none
net charge: 0

Cell vectors (angstrom)
a	10.888	0	0
b	0	10.888	0
c	0	0	36.2731

Atoms: element, x, y, z (angstrom)
Si	0.3857	-0.2617	0.0801
Si	3.0654	2.4918	0.0786
Si	-0.1781	5.7378	-0.0069
Si	2.5925	8.4202	-0.0233
Si	5.2709	0.3023	0.0788
Si	7.9792	2.9899	0.0959
Si	5.8563	5.2397	0.152
Si	8.5135	7.9695	-0.0246
Si	1.4912	1.3381	1.3901
Si	4.1971	4.0898	1.3673
Si	1.4191	6.8541	1.3089
Si	4.136	9.5621	1.3464
Si	6.8358	1.4209	1.41
Si	9.589	4.1444	1.3482
Si	6.9893	6.829	1.4058
Si	9.6414	9.5082	1.3473
Si	0.0593	2.7233	2.6623
Si	2.7978	-0.0106	2.7908
Si	0.0703	8.1604	2.755
Si	2.7706	5.4558	2.6545
Si	5.4911	2.7488	2.8054
Si	8.2285	-0.0051	2.6669
Si	5.515	8.1737	2.6685
Si	8.2728	5.4579	2.8043
Si	1.4065	4.0915	4.0352
Si	4.1263	1.3752	4.1354
Si	1.4001	9.5341	4.1173
Si	4.1272	6.8152	4.0348
Si	6.8557	4.1113	4.1317
Si	9.5703	1.3648	4.0419
Si	6.8542	9.536	4.0495
Si	9.6092	6.8148	4.1403
Si	0.011	0.0065	5.4499
Si	2.7286	2.7399	5.4473
Si	0.0605	5.4214	5.4536
Si	2.7617	8.1563	5.4326
Si	5.4904	-0.0057	5.4387
Si	8.2034	2.7047	5.4379
Si	5.4563	5.467	5.4526
Si	8.1889	8.1683	5.4408
Si	1.3545	1.3844	6.8101
Si	4.0781	4.1047	6.8127
Si	1.3946	6.8038	6.8013
Si	4.1012	9.5358	6.7862
Si	6.8226	1.3574	6.8037
Si	9.5479	4.0713	6.796
Si	6.8117	6.8245	6.818
Si	9.5319	9.5191	6.8135
Si	-0.0261	2.7151	8.1883
Si	2.7173	0.0006	8.1444
Si	-0.0037	8.1269	8.1703
Si	2.7216	5.4684	8.1876
Si	5.4316	2.7154	8.1531
Si	8.1375	-0.0342	8.1616
Si	5.4334	8.192	8.1666
Si	8.1691	5.4233	8.1545
Si	1.3063	4.1324	9.5157
Si	4.0628	1.3555	9.5255
Si	1.3476	9.5232	9.4986
Si	4.0724	6.8565	9.5345
Si	6.785	4.0734	9.514
Si	9.4726	1.3162	9.5103
Si	6.7615	9.5353	9.5625
Si	9.4997	6.7726	9.5535
Si	-0.0749	-0.0694	10.8461
Si	2.6681	2.7583	10.8104
Si	-0.0666	5.4098	10.9709
Si	2.7033	8.2162	10.9066
Si	5.3975	0.0092	10.9498
Si	8.0733	2.6301	10.8659
Si	5.4579	5.4991	10.8463
Si	8.099	8.1263	10.8922
Si	1.2468	1.386	12.091
Si	4.0419	4.1616	12.1092
Si	1.3084	6.8911	12.2505
Si	4.0443	9.5557	12.3403
Si	6.7287	1.3551	12.3597
Si	9.4224	3.8942	12.2569
Si	6.793	6.7749	12.3274
Si	9.4316	9.4723	12.2525
Si	-0.1562	2.4887	13.6418
Si	2.649	0.2102	13.4918
Si	-0.2027	8.0641	13.6616
Si	2.6647	5.467	13.4844
Si	5.3404	2.8772	13.5561
Si	8.1091	-0.0831	13.6922
Si	5.4075	8.162	13.7083
Si	8.1026	5.2326	13.6369
Si	1.2382	4.0334	14.6395
Si	3.6115	1.9057	14.7485
Si	0.5303	9.5528	15.3168
Si	4.1689	6.5681	14.923
Si	6.4171	4.3237	15.0643
Si	9.5068	1.0238	15.2528
Si	6.9498	9.3152	15.1112
Si	9.8131	6.214	14.8563
Si	-2.1941	16.3708	20.9108
Si	-16.3639	18.6137	23.5815
Si	-18.4795	1.5367	23.7791
Si	13.4121	3.2156	17.1562
Si	6.5785	28.3985	19.0144
Si	13.7149	30.204	16.8931
Si	4.7992	21.6445	16.7357
Si	-17.6961	23.2848	18.9371
Si	-13.2442	-0.1893	20.4244
Si	-12.738	11.6474	25.5303
Si	0.6113	24.2415	22.8349
Si	6.0005	19.822	20.9684
Si	-1.0258	12.5013	34.24
Si	7.6368	2.6281	20.4337
Si	26.3846	5.3694	31.6278
Si	15.4766	-3.7495	34.1806
Si	7.3154	5.5602	30.333
Si	-9.6939	14.7195	34.1704
Si	0.5242	27.9842	19.8017
Si	12.6364	4.784	31.2597
Si	22.173	22.9288	27.4843
Si	3.381	21.5942	21.274
Si	6.1666	13.7834	31.101
Si	-3.6828	9.7355	27.4247
Si	-0.809	10.6346	22.9067
Si	6.04	12.1288	28.6245
Si	12.4478	19.921	19.4702
Si	4.6304	19.6029	26.3405
Si	-0.0279	3.4071	29.3291
Si	10.7822	15.6934	17.233
Si	29.7109	11.5094	32.1001
Si	-0.8887	10.0984	17.8388
Si	2.7806	6.4983	23.328
Si	9.3031	3.6724	24.7868
Si	-7.3401	22.4965	26.8411
Si	-0.3693	27.9477	26.1101
Si	-4.197	9.445	34.1056
Si	-5.8211	25.1705	22.0022
Si	10.1138	6.0201	30.3541
Si	-21.0606	-2.6889	24.2211
Si	5.3152	14.9204	17.8414
Si	-2.7994	18.8383	16.711
Si	2.3435	7.1013	26.1494
Si	-1.9307	12.1211	29.3717
Si	-19.4938	4.3376	21.2834
Si	-3.8107	27.1932	23.3803
Si	8.1062	3.0738	17.3277
Si	8.7747	7.3595	28.4065
O	23.6379	4.2948	32.7901
O	-9.2254	18.5187	23.0397
O	4.1592	1.3885	35.8183
O	18.4728	17.2447	28.9378
O	-9.7835	17.1889	26.8465
O	5.9013	16.9956	30.9505
O	0.5316	5.0869	34.9496
O	6.1914	8.6712	26.7529
O	5.9987	-0.3298	35.0475
O	9.2834	0.9572	32.9063
O	6.9858	1.9501	32.1363
O	-13.4975	1.2821	21.0169
O	-21.7471	20.4033	23.6836
O	4.1861	-4.6381	32.9097
O	7.9724	21.635	26.3844
O	9.5954	17.7218	35.7442
O	-6.6824	7.0019	22.7606
N	2.3665	2.926	15.4728
O	-10.7756	11.8731	22.4506
O	2.7453	1.9314	18.1167
O	-22.069	11.6048	26.0715
O	5.8521	15.5041	22.6976
O	6.2615	21.1782	16.2688
O	5.37	16.4402	15.338
O	1.6027	-0.3875	14.6007
O	5.514	1.8644	30.0281
N	11.0378	5.1435	15.5563
O	0.0404	6.0456	18.2622
O	3.4785	28.846	16.3202
O	4.6186	9.7333	21.0129
O	-5.0486	18.4962	20.0512
O	0.0458	24.5248	33.8727
O	2.7666	-2.3871	18.5019
O	11.2393	-8.1499	27.9032
O	1.3146	19.4472	16.3333
O	-9.7155	35.8293	21.4738
O	-6.1591	11.0379	18.32
O	-2.5199	11.1909	30.5694
O	7.7448	2.5786	18.8177
O	-2.3995	14.7747	20.9423
O	15.3066	12.1504	16.0216
O	-11.6302	4.6377	25.7771
N	6.6413	3.7578	16.7007
O	-1.7353	10.9388	18.9368
O	-4.4896	17.5021	24.2356
O	-0.3175	17.927	24.7225
O	-5.2234	16.2039	18.7588
O	-7.2176	1.1928	20.4566
N	-0.5513	-0.2347	16.1941
O	-20.6791	25.5729	17.6196
O	18.888	17.0284	19.6103
O	17.1861	19.456	22.5197
O	8.9698	-4.1839	16.1708
O	5.2953	-4.79	35.1775
O	-17.0773	8.6275	24.7169
O	-14.9166	29.161	17.6109
O	-17.2827	13.3264	23.1694
O	9.3578	6.8046	27.0206
O	-2.1754	2.3525	25.5338
O	3.8205	3.8775	21.0663
O	-7.7151	11.0997	22.8282
O	12.7223	16.1755	20.0566
O	0.831	18.6398	20.0913
O	2.0817	20.8597	20.6635
O	-1.4136	-0.8955	21.5417
O	8.6262	23.667	16.3299
O	2.2806	16.0273	22.6696
O	6.1591	13.5491	21.0723
O	-0.7073	0.4968	28.5462
O	13.7526	6.1893	24.9122
O	19.6003	5.7805	31.1828
O	20.8228	29.1841	29.5528
O	-7.2699	33.8607	25.3068
O	7.1775	9.8298	20.3204
O	1.6779	8.4667	25.5179
O	-3.2512	12.6252	28.4998
O	9.1236	19.6368	17.6652
O	-8.999	13.2194	23.8189
O	18.8814	15.3517	24.2795
O	12.8932	11.7084	27.4355
O	-16.6315	35.3569	18.7328
O	-12.4391	25.8918	17.4539
O	14.5729	7.5221	26.9564
O	17.9799	14.8384	30.2654
O	-13.7561	16.9768	22.2397
O	5.5939	19.208	33.7256
O	21.1547	5.7747	20.8471
O	11.4725	-4.9515	31.2227
O	20.5992	2.5078	30.0369
O	-9.6172	14.4542	30.2948
O	21.1254	4.8887	29.1755
O	22.3092	9.8729	18.5601
O	5.0806	25.5945	31.8961
O	-4.5995	10.5335	28.5006
O	14.6131	20.5247	16.3112
O	19.1894	30.6506	28.2119
O	3.9431	31.8325	26.8667
O	-22.371	3.2652	23.5592
O	14.1717	7.7765	34.9099
O	3.8013	26.0078	17.271
O	-0.3094	11.325	35.0695
O	7.884	8.7021	34.9268
O	7.2296	10.2116	32.7851
O	-9.4171	20.4163	35.7805
O	2.3684	3.1775	35.0579
O	14.1026	37.9629	30.7806
O	8.639	2.2585	35.0768
O	6.8872	4.0993	35.8378
O	4.7615	12.417	27.6217
O	-12.7976	11.1263	23.9951

Results
free energy: -67330.850 eV
free energy less fixed offsets of N -289.75, O -463.61, Si -117.95 eV per atom: -44.390 eV
pressure: -0.20 GPa
stress xx, yy, zz, yz, xz, xy (GPa, positive in tension): 1.1, -0.44, -0.06, -0.25, -1.27, -0.09

Forces (eV/angstrom), in the order of the atoms: element, x, y, z
Si	0.0162	-0.0012	0.0808
Si	0.0072	-0.0028	0.0855
Si	-0.0124	0.0069	0.0703
Si	-0.016	0.0029	0.0963
Si	-0.0108	0.0087	0.0822
Si	-0.0126	0.0285	0.0808
Si	-0.006	-0.0169	0.055
Si	0.0189	-0.0107	0.0949
Si	-0.0058	-0.0085	-0.0007
Si	0.0115	0.0002	-0.0005
Si	-0.0119	0.01	0.0022
Si	-0.0027	0.0052	0.0091
Si	-0.0047	0.0094	0.0048
Si	-0.0035	0.0107	0.0064
Si	-0.0034	-0.0061	0.0085
Si	0.0075	0.0006	0.0041
Si	0.0032	-0.0077	0.0092
Si	-0.0104	0.0048	0.0029
Si	0.0023	0.0084	0.0294
Si	0.0054	-0.0085	-0.007
Si	-0.008	-0.002	0.0209
Si	0.0003	-0.0026	-0.0099
Si	-0.0066	-0.0049	0.0054
Si	0.0068	0.0052	0.0056
Si	-0.0004	0.0098	-0.013
Si	0.006	0.0045	-0.0105
Si	0.0053	0.0025	-0.0049
Si	-0.0114	0.0134	-0.0013
Si	-0.0042	0.0052	-0.004
Si	0.0007	0.0135	-0.0045
Si	0.0086	0.0056	-0.0051
Si	0.0023	-0.0044	-0.0037
Si	0.0035	-0.0037	0.0101
Si	-0.0101	0.0019	0.0026
Si	0.0047	-0.0144	0.0088
Si	-0.0022	0.0025	-0.0004
Si	-0.0237	0.0061	0.0019
Si	0.0014	0.007	0.0061
Si	-0.002	-0.0074	0.004
Si	0.0068	-0.0138	0.0119
Si	0.0181	0.016	0.0043
Si	-0.0037	-0.0072	-0.0018
Si	0.001	-0.0014	0.0016
Si	0.0007	0.006	-0.0074
Si	-0.0041	-0.0031	-0.0002
Si	0.013	0.0069	0.0046
Si	-0.0027	0.0103	0.0014
Si	-0.0165	-0.005	-0.0022
Si	-0.0252	-0.0047	0.006
Si	0.0077	-0.007	-0.0045
Si	0.0115	0.0127	-0.007
Si	0.008	0.0021	-0.0025
Si	-0.0252	0.0033	0.0017
Si	0.0204	0.0051	0.0066
Si	-0.0105	0.0075	-0.0002
Si	-0.0147	-0.0099	0.0022
Si	0.0212	0.0024	0.0238
Si	0.0014	0.0208	-0.0006
Si	0.0048	-0.0061	-0.0077
Si	0.0025	-0.0045	-0.0142
Si	0.017	0.0063	-0.016
Si	-0.0152	0.004	0.0043
Si	-0.0359	-0.0157	-0.0026
Si	0.0061	-0.0127	-0.0007
Si	-0.0022	-0.0232	0.0411
Si	0.0232	0.0063	0.0068
Si	-0.0173	-0.0072	0.0325
Si	0.0234	-0.0037	0.0013
Si	-0.0211	0.0129	-0.0354
Si	0.0096	0.0097	0.0138
Si	-0.0294	-0.0175	0.0082
Si	0.0028	0.0139	0.0019
Si	0.0007	-0.0126	0.0061
Si	0.0012	-0.0405	-0.053
Si	-0.0332	0.0313	-0.0028
Si	-0.0043	0.0082	-0.0033
Si	0.0081	0.0041	-0.0185
Si	-0.0188	0.0307	-0.07
Si	-0.0078	-0.0113	0.0307
Si	0.0196	0.019	-0.0104
Si	-0.0255	0.0479	-0.0496
Si	-0.0235	-0.012	0.0018
Si	-0.0106	0.0225	-0.0113
Si	-0.0239	-0.0305	-0.008
Si	-0.0241	0.0273	0.0155
Si	-0.0151	-0.0073	0.028
Si	-0.0375	0.0501	0.0116
Si	0.0841	-0.046	-0.003
Si	0.0155	-0.0125	-0.0157
Si	-0.0311	0.0705	-0.0823
Si	0.0541	0.0529	-0.1333
Si	0.052	-0.0245	-0.094
Si	-0.0744	-0.0027	-0.1174
Si	0.0128	-0.0434	-0.0507
Si	0.0541	-0.0339	0.0048
Si	-0.0075	-0.0113	-0.0981
Si	0.0146	0.0067	-0.1296
Si	0.0647	0.0278	-0.1222
Si	0.0047	-0.0166	-0.1399
Si	-0.037	0.0378	-0.1491
Si	-0.0101	-0.0043	-0.1457
Si	-0.0124	-0.0394	-0.0687
Si	0.0332	0.0483	-0.0908
Si	0.0409	0.0555	-0.1503
Si	-0.0041	0.0117	-0.1716
Si	-0.0044	-0.0081	-0.0521
Si	0.0207	0.0071	-0.1182
Si	0.0142	0.0027	-0.1437
Si	0.0098	0.0259	0.1467
Si	0.0182	0.0155	-0.1313
Si	-0.0197	0.0419	0.1308
Si	0.0047	0.0125	0.134
Si	-0.059	-0.0252	0.0967
Si	-0.0026	0.0001	0.1478
Si	-0.0361	0.0063	-0.183
Si	0.0479	-0.0112	0.1378
Si	-0.0572	0.0485	0.0502
Si	0.0118	0.0119	-0.1771
Si	0.0172	0.072	0.1298
Si	0.0262	-0.0018	0.0422
Si	-0.0158	0.0022	-0.1657
Si	0.0084	0.0569	0.1359
Si	0.0182	-0.0305	-0.1225
Si	0.0253	0.0047	-0.0453
Si	0.0003	0.0729	0.0875
Si	0.0031	-0.0202	-0.1497
Si	-0.0066	-0.0334	0.2041
Si	0.012	-0.0371	-0.1199
Si	0.0024	-0.0394	-0.1304
Si	-0.0174	0.0126	-0.0802
Si	0.0168	0.0505	-0.0022
Si	-0.0317	-0.0044	0.0356
Si	-0.0315	-0.0304	0.1282
Si	0.0157	-0.0226	-0.1547
Si	0.0214	-0.06	0.1021
Si	-0.0118	0.0162	-0.1151
Si	-0.0256	-0.0295	-0.1104
Si	0.0298	-0.1397	-0.0943
Si	-0.0016	-0.0155	-0.0089
Si	-0.0174	0.0269	0.1371
Si	-0.0142	0.0148	-0.1625
Si	0.0288	0.0148	-0.134
Si	0.0239	0.0395	-0.1514
Si	-0.0133	-0.0746	0.1213
O	0.0107	0.025	-0.1411
O	0.0083	0.0049	0.059
O	-0.0024	-0.0069	-0.0471
O	0.0374	0.0625	-0.0649
O	0.024	0.0048	0.012
O	0.0492	0.0105	-0.0532
O	0.0294	-0.0194	-0.0844
O	-0.0102	-0.0186	0.0089
O	0.0468	-0.0164	-0.1005
O	-0.0238	-0.0061	-0.1034
O	-0.0318	0.0212	-0.0782
O	0.01	-0.0171	0.0475
O	0.0238	-0.0354	0.0531
O	0.0056	-0.0481	-0.1168
O	-0.0024	-0.0043	-0.0019
O	0.007	0.0043	-0.0404
O	-0.0115	-0.0051	0.0384
N	0.0417	-0.019	0.1191
O	-0.0113	0.0024	0.0486
O	0.0092	-0.0339	0.0639
O	0.0076	-0.0033	0.0117
O	0.001	0.0124	0.0564
O	-0.1218	0.0279	0.0519
O	0.0336	0.0235	0.0561
O	-0.0106	0.0075	-0.0271
O	0.0076	-0.0591	-0.1066
N	-0.0231	-0.0033	0.0418
O	0.0292	0.023	0.1094
O	-0.0158	0.0047	0.0736
O	-0.006	-0.0153	0.0473
O	-0.0207	0.0459	0.0959
O	-0.0116	-0.0091	-0.065
O	-0.0146	0.0162	0.0913
O	0.031	-0.0584	-0.0566
O	0.0022	-0.0046	0.0779
O	-0.0141	-0.0297	0.0682
O	-0.0033	-0.0248	0.0488
O	0.0357	0.0036	-0.1096
O	-0.0225	-0.0471	0.1279
O	0.0028	0	0.0623
O	0.0429	-0.063	0.106
O	0.0137	-0.0092	0.0204
N	-0.0144	0.0026	0.1498
O	-0.0239	0.0339	0.0891
O	-0.0162	0.0047	0.0455
O	-0.006	0.0045	0.0209
O	0.0297	0.0005	0.0596
O	0.0065	-0.0559	0.1064
N	-0.1102	-0.0226	0.1317
O	0.0191	-0.0375	0.0999
O	0.0071	0.0064	0.0615
O	-0.0237	-0.0336	0.0827
O	-0.0156	0.0352	0.1075
O	-0.0246	0.0197	-0.0754
O	-0.0194	0.0046	0.0751
O	-0.0065	-0.0029	0.0893
O	-0.0231	-0.0197	0.0679
O	0.016	0.0003	-0.0369
O	0.0057	-0.0056	0.025
O	0.0053	-0.0037	0.0527
O	-0.0051	0.0281	0.0986
O	0.0533	-0.0368	0.0897
O	0.0074	0.0042	0.0597
O	0.0208	0.0288	0.0632
O	0.0327	-0.0031	0.0833
O	-0.0224	0.0171	0.0542
O	0.0071	0.0571	0.0964
O	-0.0452	0.0088	0.0606
O	0.0376	-0.0168	-0.0533
O	0.002	0.0068	0.0547
O	0.0335	0.0151	-0.0481
O	-0.0304	0.0157	-0.0598
O	0.0141	-0.0207	0.0746
O	-0.0055	-0.0146	0.0526
O	0.0073	-0.0066	0.0165
O	0.0066	-0.0153	-0.0633
O	0.0433	0.0471	0.06
O	0.0084	-0.0002	0.0539
O	0.0329	-0.0354	0.0578
O	0.0355	-0.0106	-0.0084
O	-0.0251	-0.0038	0.0655
O	0.0014	-0.0095	0.0633
O	-0.0143	-0.0041	0.0108
O	0.0291	-0.0155	-0.0345
O	-0.0439	-0.0032	0.0932
O	0.0006	0.0121	-0.0528
O	-0.0229	-0.0171	0.0725
O	-0.0473	0.0368	-0.054
O	0.0028	-0.0234	-0.0456
O	-0.0371	-0.0174	-0.0654
O	0.0017	-0.014	-0.0331
O	-0.001	-0.0152	0.0425
O	0.0118	-0.03	-0.0473
O	0.0017	-0.0251	-0.0188
O	0.0354	0.0016	0.0199
O	-0.0189	0.0442	-0.0417
O	-0.005	-0.0086	0.0076
O	-0.0131	0.0128	0.0541
O	0.0275	-0.018	-0.0901
O	0.0285	-0.0107	0.0173
O	-0.034	0.0255	-0.0894
O	-0.0261	0.0382	-0.0967
O	0.0232	0.0457	-0.1152
O	0.0001	0.0077	-0.051
O	-0.0243	0.0369	-0.0906
O	-0.0094	-0.0069	-0.0371
O	0.0298	-0.0448	-0.0936
O	0.0078	0.0074	-0.0355
O	-0.0466	-0.0167	-0.0378
O	-0.0146	0.0141	0.065
